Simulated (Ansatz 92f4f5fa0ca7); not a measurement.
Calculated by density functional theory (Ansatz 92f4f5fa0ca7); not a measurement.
Periodic cell of 225 atoms, Si132O91B2, from a study of silicon, its oxide and their interface. The atomic structure is a simulated model.
Doubt: the cutoff is far below the 930 eV that the study's wrapper takes by default for these files, so forces and energies are approximate.
This geometry differs little from another in the collection (a relaxation step or a small displacement).

Settings: functional PBE; potential files Ansatz PAW; basis plane waves; wave-function cutoff 580 eV; density cutoff ratio 5; exchange-correlation grid ratio 1; k mesh 1 x 1 x 1, Gamma-centred; self-consistency stop 5e-08 eV per atom in the density residual; occupations fixed; spin none; net charge 0.

Cell vectors (angstrom)
a  10.938  0  0
b  0  10.938  0
c  0  0  31.9494

Atoms: element, x, y, z (angstrom)
Si  10.6724  -0.0201  24.414
Si  5.1179  0.1018  24.6498
Si  2.8673  2.2744  24.5408
Si  8.6139  2.4118  24.5733
Si  10.752  5.5639  24.3256
Si  5.2034  5.5895  24.4481
Si  3.0331  7.927  24.4144
Si  8.4613  7.8069  24.4208
Si  1.3294  1.1156  25.842
Si  6.8483  1.3075  25.7389
Si  4.0246  3.9952  25.737
Si  9.725  4.0088  25.8521
Si  1.3732  6.7732  25.6695
Si  6.8422  6.7032  25.7527
Si  4.041  9.4515  25.9517
Si  9.5198  9.4252  25.7984
Si  2.6692  -0.1511  27.2871
Si  8.1685  -0.0861  27.1452
Si  0.1072  2.6398  27.2106
Si  5.4826  2.7014  27.116
Si  2.696  5.3984  27.113
Si  8.2219  5.3503  27.1385
Si  0.0385  8.1329  27.1296
Si  5.5421  8.1242  27.1802
Si  4.1044  1.3188  28.5015
Si  9.5584  1.3175  28.5013
Si  1.4055  4.0568  28.5677
Si  6.8296  4.0494  28.5299
Si  4.1018  6.7717  28.4892
Si  9.5755  6.7737  28.4862
Si  1.3113  9.4714  28.6202
Si  6.8444  9.5235  28.5651
Si  -0.019  -0.0119  29.9126
Si  5.4755  -0.0156  29.8974
Si  2.7766  2.7037  29.9061
Si  8.2125  2.707  29.8888
Si  0.0088  5.4459  29.8921
Si  5.4746  5.4457  29.8893
Si  2.7618  8.1542  29.9061
Si  8.238  8.1677  29.8918
Si  1.3673  1.3673  31.2657
Si  6.8362  1.3673  31.2657
Si  4.1018  4.1018  31.2657
Si  9.5708  4.1018  31.2657
Si  1.3673  6.8362  31.2657
Si  6.8362  6.8362  31.2657
Si  4.1018  9.5708  31.2657
Si  9.5708  9.5708  31.2657
Si  2.7345  0  0.6835
Si  8.2035  0  0.6835
Si  0  2.7345  0.6835
Si  5.469  2.7345  0.6835
Si  2.7345  5.469  0.6835
Si  8.2035  5.469  0.6835
Si  0  8.2035  0.6835
Si  5.469  8.2035  0.6835
Si  4.08  1.3946  2.0627
Si  9.5804  1.3649  2.0379
Si  1.3442  4.145  2.0577
Si  6.8185  4.1411  2.0491
Si  4.0902  6.8473  2.0453
Si  9.5625  6.8505  2.0561
Si  1.3562  9.6056  2.0586
Si  6.7912  9.6329  2.0409
Si  0.0116  0.0556  3.4558
Si  5.4313  0.0457  3.462
Si  2.7175  2.7995  3.4152
Si  8.2368  2.7867  3.3469
Si  0.0265  5.5435  3.4669
Si  5.464  5.5293  3.4416
Si  2.7415  8.2461  3.3946
Si  8.1878  8.285  3.3488
Si  1.3759  1.4669  4.8324
Si  6.8411  1.5017  4.7125
Si  4.0449  4.1923  4.799
Si  9.5865  4.1174  4.7568
Si  1.364  7.0054  4.8403
Si  6.8144  7.0029  4.7426
Si  4.0447  9.5847  4.832
Si  9.5404  9.6023  4.7615
Si  2.6143  -0.0449  6.203
Si  8.2039  0.1245  6.0399
Si  0.0319  2.8628  6.2572
Si  5.4604  2.8268  6.1085
Si  2.7659  5.6657  6.1952
Si  8.2431  5.6178  5.9583
Si  0.013  8.3985  6.2706
Si  5.4834  8.3161  6.2575
Si  4.3429  1.1284  7.3458
Si  9.7408  1.2187  7.4479
Si  1.2035  4.5369  7.5194
Si  6.637  4.5537  7.2769
Si  4.3413  6.7601  7.6583
Si  9.7606  6.6652  7.4619
B  0.8219  10.1606  7.0385
Si  6.7042  9.9617  7.4539
O  9.6287  1.2183  23.9821
O  4.148  6.7772  23.9443
O  4.0531  1.2218  24.0284
O  9.5798  6.679  23.8918
O  0.0001  5.5989  7.9886
O  5.5227  0.1034  7.929
O  0.0105  0.0518  7.7549
O  5.5501  5.6369  7.9362
O  7.6614  3.9922  8.431
O  8.7735  7.0856  8.7324
O  8.9469  1.6794  8.8481
O  7.6003  9.4797  8.7695
O  3.5879  1.8192  8.621
O  3.6172  7.2724  9.0965
O  2.0858  4.0257  8.8392
O  8.1945  3.4685  23.3703
O  0.4998  4.9097  22.9408
O  1.9493  2.7246  23.254
O  5.8802  4.8796  23.1155
O  5.5621  9.9768  23.4748
O  2.4976  8.6657  23.0304
O  0.244  10.0476  23.0791
O  7.828  8.547  23.0796
Si  8.7748  7.6538  18.4359
Si  9.0007  6.3072  13.5983
Si  3.9511  1.4999  14.7389
Si  2.271  5.7048  17.6434
Si  2.5163  3.0951  19.4997
Si  10.0528  8.9751  12.0053
Si  1.3922  9.3944  22.0808
Si  9.3627  0.9151  13.1815
Si  1.5768  5.0126  13.0038
Si  2.0402  8.1822  12.7169
Si  6.7102  9.5368  22.4218
Si  4.676  4.5444  15.7509
Si  8.2949  3.0213  9.5501
Si  0.9495  8.2064  19.2615
Si  7.0369  1.3195  21.0915
Si  8.3452  8.3443  9.6813
Si  11.0513  5.1456  15.5978
Si  7.7129  9.4555  16.3028
Si  10.0179  2.0172  20.2891
B  3.7842  8.0053  10.2745
Si  6.8424  3.2896  17.4403
Si  1.2567  0.1693  19.7997
Si  3.3583  2.7755  12.3062
Si  7.3322  5.3597  19.6948
Si  5.9933  8.5722  11.6507
Si  5.9813  5.9919  13.2552
Si  4.7672  9.6593  17.5881
Si  1.0834  3.5718  22.1723
Si  5.002  1.429  18.8011
Si  3.2217  3.0922  9.5407
Si  6.6163  10.7993  13.7839
Si  10.5076  0.071  15.9629
Si  5.7535  3.6249  11.1422
Si  10.0079  3.8394  11.8639
Si  2.4995  9.8608  15.4926
Si  6.1893  8.0885  19.7835
Si  7.0007  3.955  22.3788
Si  9.8987  2.7223  17.3601
O  7.417  6.3083  13.9703
O  1.9998  7.0187  18.6868
O  10.4447  3.9651  16.4999
O  6.305  9.922  17.0286
O  10.3109  0.7123  14.4814
O  8.5613  6.0749  18.8633
O  5.3488  0.6823  14.4276
O  5.862  2.0003  17.548
O  8.4299  1.8965  20.5228
O  2.108  4.2573  18.4132
O  7.0579  2.7862  10.6095
O  4.9891  2.6424  12.1936
O  6.1752  4.3424  16.3898
O  4.6185  3.9015  9.9543
O  10.7577  2.7381  21.5535
O  9.9057  6.1171  14.9537
O  6.118  6.4515  19.8258
O  4.2018  0.1205  18.244
O  9.4952  10.4784  12.3091
O  3.0204  4.3264  12.7204
O  1.9884  10.6699  21.2149
O  4.0933  2.6682  19.3773
O  0.8851  9.9896  15.9138
O  1.3802  9.7645  18.8318
O  1.8132  1.6188  19.2713
O  9.0975  10.3297  16.4726
O  5.0001  8.5369  18.7555
O  9.7387  8.795  10.4082
O  6.8904  4.0284  18.8877
O  2.9822  1.6852  13.4244
O  5.919  8.7552  21.2359
O  2.6026  2.442  10.9084
O  7.7075  4.8418  21.1971
O  5.4314  7.4331  12.6905
O  0.707  8.9923  12.279
O  7.7638  1.0099  13.5352
O  7.2629  9.6  14.7276
O  9.1588  4.9661  12.6769
O  8.2155  7.99  16.9041
O  6.2974  2.5573  21.8772
O  2.6226  9.0234  14.0424
O  0.591  4.437  11.8316
O  0.8941  8.2854  20.9318
O  9.5084  3.782  10.3179
O  9.8387  2.3205  12.4797
O  7.7385  8.5233  19.3855
O  2.8654  8.0112  11.3032
O  4.1216  3.0076  15.4075
O  0.992  4.4473  14.4165
O  10.1709  2.9605  18.9538
O  9.423  7.7325  12.8934
O  10.603  0.4976  20.068
O  6.1472  4.9934  11.949
O  8.296  2.6931  17.0175
O  3.6791  5.4312  16.7574
O  4.9223  8.7632  10.4295
O  1.7013  6.6322  13.1385
O  4.9487  5.4202  14.388
O  2.128  3.8045  20.9264
O  10.6953  1.3457  16.9707
O  1.0967  6.0149  16.5527
O  7.4188  10.9333  21.9578
O  6.0075  0.8485  19.9372
O  6.204  10.0076  12.4043
O  3.0153  0.4774  15.5829
O  7.3334  7.9735  10.9181
O  10.3609  7.969  18.6729
O  3.5925  9.1314  16.5334

Results
free energy: -135978.560 eV
free energy less fixed offsets of B -154.04, O -568.88, Si -635.61 eV per atom: -1.880 eV

Forces (eV/angstrom), in the order of the atoms: element, x, y, z
Si  0.0025  0.0019  0.003
Si  0  0  0.0021
Si  -0.0014  0.0001  0.0027
Si  0.0006  -0.0002  0.0023
Si  -0.0021  -0.0019  0.0024
Si  0  0.0005  0.003
Si  0.0017  0.0004  0.0024
Si  -0.0007  -0.001  0.0028
Si  0.0003  -0.0011  0.0001
Si  0.0009  0.0001  -0.0001
Si  0  0.0011  0.0004
Si  0.0005  0.0006  -0.0001
Si  0.0013  0.0006  -0.0004
Si  0.0003  -0.0007  0.0008
Si  0.0001  -0.0008  -0.0007
Si  0.0008  -0.0003  -0.0001
Si  -0.0031  0.0001  0.0018
Si  -0.0035  -0.0022  -0.0008
Si  0.002  0.0011  -0.0011
Si  0.0015  0.0021  -0.0007
Si  -0.0001  -0.0034  -0.002
Si  -0.0009  -0.0001  -0.0025
Si  -0.0026  -0.0008  -0.0002
Si  0.0011  -0.0001  -0.0015
Si  -0.0019  -0.0015  0.0009
Si  0.0014  0.0024  0.0013
Si  -0.0032  0.001  -0.0019
Si  0  0  -0.0021
Si  0.0005  0.0028  0.0008
Si  -0.0004  0.0019  0.0001
Si  0.0042  0.0037  -0.0036
Si  -0.0002  0.0011  -0.0021
Si  -0.0013  -0.0015  0.0016
Si  -0.0008  0.0021  -0.0001
Si  0.0037  -0.0023  -0.0005
Si  -0.0004  -0.0001  0.0001
Si  0.0002  0  -0.0001
Si  0.0006  -0.0015  0.0003
Si  -0.0009  -0.0014  0.0016
Si  0.0026  -0.0025  -0.0008
Si  0.1035  -0.0263  -0.0798
Si  0.0979  -0.0484  -0.0309
Si  0.1252  -0.1101  0.0681
Si  -0.0365  -0.147  -0.0903
Si  0.07  -0.1939  0.0256
Si  0.0999  -0.047  -0.1274
Si  0.0098  -0.1116  -0.0431
Si  -0.1092  -0.1693  0.1221
Si  -0.0853  0.1071  0.0288
Si  -0.132  0.0713  -0.083
Si  0.0269  0.1613  0.0267
Si  -0.0247  0.1228  0.1195
Si  -0.0929  -0.0052  -0.0322
Si  -0.0461  0.0921  -0.021
Si  0.0102  0.1612  0.1069
Si  -0.0446  0.1449  0.0183
Si  0.0005  -0.0008  0.003
Si  0.0004  0.0004  -0.0066
Si  -0.0002  0.0018  0.0024
Si  -0.0013  0.0015  -0.0025
Si  -0.001  0  -0.0031
Si  0.0008  -0.003  0.0031
Si  0.0003  -0.0005  -0.0012
Si  0.0019  0  0.0021
Si  -0.0077  0.0049  -0.0018
Si  0.0005  -0.0072  -0.003
Si  -0.0092  0.0034  0.0007
Si  0.0012  -0.0075  0.0041
Si  0.0055  -0.0032  -0.0028
Si  -0.0022  0.0008  0.0006
Si  0.0054  -0.0035  0.0027
Si  -0.0071  0.0086  0.0017
Si  0.0143  0.0022  -0.007
Si  -0.0036  0.0098  -0.0019
Si  -0.0004  -0.0076  0.0038
Si  -0.0033  0.0075  0.0006
Si  -0.0054  -0.0042  -0.0015
Si  0.0107  -0.0018  -0.0035
Si  0.0025  0.0027  -0.008
Si  -0.0019  -0.012  -0.005
Si  -0.0215  -0.0037  0.008
Si  0.0057  0.0047  -0.008
Si  -0.0047  -0.0009  -0.0067
Si  0.0042  0.0093  0.0089
Si  0.0079  0.0045  -0.0016
Si  -0.0062  -0.0039  0.0115
Si  0.0035  0.0147  -0.0006
Si  -0.0019  0.0003  -0.0058
Si  -0.0054  0.0059  -0.0119
Si  0.0026  -0.0056  0.0305
Si  -0.002  0.0039  0.0089
Si  0.002  -0.0057  -0.0384
Si  -0.0042  -0.0128  -0.001
Si  -0.0049  0.0018  -0.0156
B  0.0828  -0.0767  -0.01
Si  -0.0019  0.0081  0.0219
O  -0.0012  -0.0004  -0.0014
O  0.0002  -0.0008  -0.0011
O  0.0002  -0.0004  -0.0007
O  -0.0001  0  -0.0013
O  0.005  -0.0034  0.0044
O  0.0067  -0.003  -0.0036
O  -0.0673  0.0688  0.0185
O  -0.0015  -0.0001  0.0081
O  0.0073  -0.0037  0.0153
O  -0.0008  -0.0009  0.0022
O  0.0051  -0.004  -0.0116
O  -0.0029  0.0006  -0.007
O  0.0002  -0.0013  0.0062
O  -0.0025  0.0054  0.0054
O  -0.0026  0.0019  -0.0071
O  0.0003  0.0001  -0.0009
O  0.0004  0.0004  -0.0003
O  -0.0002  0.0007  -0.0021
O  0.001  -0.0006  -0.0011
O  0.0004  0  -0.0009
O  -0.0004  0.0001  -0.0006
O  -0.0004  -0.0004  -0.0014
O  -0.0003  0.0008  -0.0013
Si  0  0  0.0002
Si  0.0006  0.0002  0.0009
Si  0.0003  0.0003  0.0002
Si  0  0  0.0002
Si  -0.0001  -0.0002  0.0005
Si  0.001  0.001  -0.0004
Si  -0.0002  0.0002  0.001
Si  0.0002  -0.0004  -0.0003
Si  -0.0001  0.0012  0.0013
Si  0.0005  0.0006  -0.0004
Si  0  -0.0002  0.0004
Si  0.0001  0.0004  0.0002
Si  -0.0039  0.0028  -0.0006
Si  0.0002  0.0003  0.0004
Si  -0.0001  0.0001  0.0003
Si  0.0014  -0.0013  0.0042
Si  0  0.0002  0.0001
Si  0  -0.0001  0
Si  0  0.0002  0.0002
B  -0.0013  -0.0009  -0.0025
Si  0.0003  0.0001  0.0003
Si  0.0005  0.0001  0.0003
Si  0.0009  -0.0004  -0.0001
Si  0.0003  0.0002  0.0004
Si  -0.0009  -0.0001  -0.0006
Si  -0.0001  0.0001  -0.0005
Si  0.0005  -0.0001  0.0003
Si  0.0005  -0.0003  0.0009
Si  0.0005  0  0.0004
Si  0.0063  -0.0029  0.0027
Si  0.0006  -0.0001  0.0004
Si  0.0002  -0.0002  0.0001
Si  -0.0003  0.0001  -0.0002
Si  0.0002  0.0001  0.0013
Si  0  -0.0006  -0.0002
Si  0.0002  -0.0001  0.0002
Si  -0.0001  0  0.0003
Si  0.0001  0.0001  0.0008
O  -0.0002  0.0001  0.0002
O  0.0003  -0.0002  -0.0002
O  0.0005  0.0003  -0.0004
O  0.0003  0.0001  0
O  0.0002  0.0003  -0.0003
O  0.0005  0.0003  -0.0002
O  0  0.0003  -0.0001
O  -0.0001  -0.0004  0.0001
O  0.0006  0  -0.0002
O  -0.0001  0.0005  -0.0006
O  -0.0001  -0.0002  0.0002
O  -0.0002  0  0.0001
O  0.0001  0.0003  -0.0001
O  -0.0002  0.0004  0.0001
O  -0.0002  -0.0001  -0.0001
O  0.0001  0  0.0001
O  0.0004  0.0001  0
O  0  0.0001  -0.0001
O  0.0004  0  -0.0005
O  0  0.0002  -0.0003
O  0.0003  0.0003  -0.0008
O  0.0003  0.0002  0
O  0.0001  0.0002  0
O  -0.0002  0  0
O  0.0001  -0.0001  0
O  0.0005  0.0002  0
O  0.0001  0  -0.0004
O  -0.001  0.0002  -0.0003
O  0.0004  -0.0001  -0.0002
O  -0.0004  -0.0003  0.0001
O  -0.0001  -0.0001  -0.0002
O  -0.0001  0.0007  -0.0004
O  0  0  -0.0001
O  0.0005  -0.0001  0.0002
O  -0.0009  0.0003  0
O  0.0007  0.0002  0
O  -0.0003  -0.0002  0.0001
O  0.0003  -0.0009  -0.0006
O  0.0003  0  -0.0001
O  0.0002  -0.0002  -0.0002
O  0.0005  0.0004  0.0001
O  0.0001  0.0001  -0.0006
O  0  -0.0001  -0.0006
O  0.0017  -0.0002  -0.0005
O  0.0003  0.0001  -0.0001
O  0.0004  0.0001  -0.0002
O  -0.001  -0.0003  0.0009
O  0.0001  0  -0.0001
O  0.0004  -0.0002  -0.0001
O  0.0005  -0.0001  -0.0004
O  0.0007  0.0006  -0.0007
O  0.0003  -0.0001  0
O  0.0007  0.0001  0.0003
O  0.0001  -0.0001  -0.0002
O  0.0002  0  -0.0001
O  0.002  0.0009  0.0009
O  -0.0006  -0.0019  0.0001
O  0  -0.0001  0.0001
O  0  0.0002  -0.0003
O  0.0003  -0.0003  -0.0001
O  0.0006  0  0.0001
O  0.0004  0.0002  -0.0001
O  0.0002  0.0002  -0.0003
O  -0.0001  0.0003  -0.0002
O  0  0.0001  0.0002
O  0.0005  0.0006  -0.0004
O  0  0.0001  -0.0001
O  0.0002  0.0002  -0.0001

The program warned: the cutoff lies below the one the program advises for these potential files; the exchange-correlation potential is rough where the density is thin.
